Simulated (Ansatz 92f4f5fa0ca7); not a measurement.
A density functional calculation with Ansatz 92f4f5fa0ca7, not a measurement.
Periodic cell of 226 atoms, Si134O92, from a study of silicon, its oxide and their interface. The atomic structure is a simulated model.

Settings
functional: PBE
potential files: Ansatz PAW
basis: plane waves
wave-function cutoff: 700 eV
density cutoff ratio: 5
exchange-correlation grid ratio: 1
k mesh: 2 x 2 x 1, shifted by 0.5 0.5 0.5 of a step
self-consistency stop: 5e-08 eV per atom in the density residual
occupations: fixed
spin: none
net charge: 0

Cell vectors (angstrom)
a  10.938  0  0
b  0  10.938  0
c  0  0  32.7927

Atoms and the computed forces on them: element, x, y, z (angstrom), force x, y, z (eV/angstrom)
Si  0.1142  -0.3248  25.5109  -0.0132  -0.0392  -0.0021
Si  6.003  -0.4972  25.2918  -0.0052  -0.0803  -0.0373
Si  2.7965  2.6754  25.0893  0.0251  0.0155  -0.0333
Si  8.0095  3.3405  24.9836  -0.0015  0.0748  -0.0444
Si  -0.4884  6.1691  25.3601  -0.0731  0.0189  -0.0801
Si  5.4074  5.1963  25.2454  0.0045  0.0007  0.0085
Si  2.6468  8.6325  25.3954  0.0036  0.0179  -0.0236
Si  8.1632  8.2362  25.8318  0.0307  0.0163  0.0226
Si  1.2749  1.4717  26.5131  0.0486  -0.0079  0.0296
Si  6.9969  1.4348  26.3091  -0.0254  0.0085  0.0375
Si  4.0938  3.9106  26.6683  -0.0217  0.0357  -0.0179
Si  9.5004  4.3262  26.5598  0.0108  -0.0397  -0.0062
Si  1.4371  6.9114  26.548  -0.0018  0.0067  0.0389
Si  6.5919  6.7711  26.6807  0.018  -0.0254  -0.0153
Si  4.2132  9.7141  26.7511  -0.0116  -0.0282  -0.0176
Si  9.619  9.5659  27.0146  -0.0114  0.0224  -0.0284
Si  2.6931  0.1237  27.9807  -0.0035  -0.0021  -0.0227
Si  8.1657  0.1178  28.0123  -0.0315  0.0294  0.0173
Si  -0.0715  2.8314  27.9301  0.0091  -0.0005  -0.0052
Si  5.5684  2.6277  27.945  0.0161  -0.0121  0.0155
Si  2.7341  5.429  27.9444  -0.0218  0.0058  -0.0053
Si  8.1013  5.5167  28.0251  -0.0041  -0.0228  0.0074
Si  0.1105  8.1291  28.1112  0.0077  -0.0016  -0.0079
Si  5.4039  8.2189  28.0763  0.0225  -0.0133  0.0114
Si  4.1018  1.3673  29.3745  0.245  0.0986  -0.0398
Si  9.5708  1.3673  29.3745  -0.0275  0.6711  -0.0701
Si  1.3673  4.1018  29.3745  -0.2254  0.1311  -0.3573
Si  6.8362  4.1018  29.3745  -0.0327  -0.4327  -0.0079
Si  4.1018  6.8362  29.3745  -0.4953  -0.3437  0.1393
Si  9.5708  6.8362  29.3745  -0.1366  -0.2512  0.1965
Si  1.3673  9.5708  29.3745  0.5609  0.4141  0.252
Si  6.8362  9.5708  29.3745  -0.0106  0.3228  -0.0977
Si  0  0  30.7417  0.0682  -0.0092  -0.0795
Si  5.469  0  30.7417  -0.1261  -0.1208  0.0309
Si  2.7345  2.7345  30.7417  0.1723  0.0773  -0.0699
Si  8.2035  2.7345  30.7417  0.1113  0.0786  0.0644
Si  0  5.469  30.7417  -0.1227  -0.1125  0.0385
Si  5.469  5.469  30.7417  -0.1396  -0.1353  -0.0387
Si  2.7345  8.2035  30.7417  0.0381  0.0581  0.0565
Si  8.2035  8.2035  30.7417  0.195  0.1394  -0.0443
Si  1.3673  1.3673  32.109  -0.0267  -0.0225  -0.019
Si  6.8362  1.3673  32.109  0.0292  -0.0082  -0.0232
Si  4.1018  4.1018  32.109  -0.1036  0.0392  0.0277
Si  9.5708  4.1018  32.109  -0.0217  -0.0102  0.0287
Si  1.3673  6.8362  32.109  -0.0549  0.0711  -0.0152
Si  6.8362  6.8362  32.109  0.0323  0.02  -0.0165
Si  4.1018  9.5708  32.109  0.0657  -0.0461  0.0209
Si  9.5708  9.5708  32.109  -0.067  0.0256  0.0228
Si  2.7345  0  0.6835  0.032  -0.04  -0.0154
Si  8.2035  0  0.6835  -0.0081  0.0274  -0.0236
Si  0  2.7345  0.6835  -0.0024  -0.036  0.0277
Si  5.469  2.7345  0.6835  0.0112  -0.0059  -0.0001
Si  2.7345  5.469  0.6835  0.0805  -0.0078  -0.0278
Si  8.2035  5.469  0.6835  0.075  -0.0509  -0.0161
Si  0  8.2035  0.6835  0.0381  -0.0172  0.0121
Si  5.469  8.2035  0.6835  -0.074  0.0339  0.0274
Si  4.1018  1.3673  2.0507  -0.1065  -0.0803  0.0197
Si  9.5708  1.3673  2.0507  -0.0775  -0.1034  -0.0186
Si  1.3673  4.1018  2.0507  0.0606  0.0745  0.0118
Si  6.8362  4.1018  2.0507  0.064  0.0204  -0.0052
Si  4.1018  6.8362  2.0507  -0.1711  -0.0752  -0.0353
Si  9.5708  6.8362  2.0507  -0.1006  0.0285  0.0192
Si  1.3673  9.5708  2.0507  -0.0692  0.0642  0.0616
Si  6.8362  9.5708  2.0507  0.1823  0.0891  -0.0017
Si  0  0  3.418  -0.1752  -0.1782  -0.0893
Si  5.469  0  3.418  -0.0725  0.0499  0.2089
Si  2.7345  2.7345  3.418  0.1191  -0.0424  0.2412
Si  8.2035  2.7345  3.418  0.088  0.1209  -0.6023
Si  0  5.469  3.418  0.1756  -0.0124  0.3358
Si  5.469  5.469  3.418  -0.0406  0.033  0.154
Si  2.7345  8.2035  3.418  0.0989  -0.6115  -0.1385
Si  8.2035  8.2035  3.418  -0.0195  -0.0351  -0.2338
Si  1.3286  1.3749  4.7623  0.0057  -0.0122  -0.0087
Si  6.8598  1.4226  4.7567  0.0089  0.0056  -0.0242
Si  4.1759  4.059  4.8308  0.012  0.0155  -0.0268
Si  9.5535  4.0731  4.766  0.0232  0.0072  0.0146
Si  1.4401  6.7793  4.8522  -0.0033  -0.0125  0.0074
Si  6.8214  6.8698  4.784  -0.0244  -0.016  0.0065
Si  4.1553  9.451  4.7555  0.0027  0.008  -0.0053
Si  9.5912  9.4962  4.7746  0.0287  -0.0107  -0.0089
Si  2.7049  -0.1291  5.9408  -0.055  -0.045  -0.005
Si  8.1343  -0.0638  5.9943  -0.0058  0.0183  -0.0063
Si  -0.1206  2.6602  6.1663  -0.008  0.0268  -0.0324
Si  5.6206  2.7971  6.2716  -0.0378  0.027  0.008
Si  2.7845  5.3002  6.2797  -0.058  -0.0531  0.0236
Si  8.2236  5.5252  6.0818  0.0088  0.0084  0.0035
Si  0.0221  8.1298  6.2117  0.0054  0.0475  -0.0718
Si  5.4908  8.1461  6.2873  0.0067  -0.0346  0.0004
Si  4.2941  1.07  7.092  -0.0404  -0.0131  0.0474
Si  9.6223  1.0148  7.4227  -0.0207  0.0195  0.1709
Si  1.12  4.0799  7.542  0.0067  0.031  -0.0306
Si  6.8477  4.458  7.6651  0.0175  0.0532  0.0136
Si  4.2126  6.6358  7.6351  0.0668  0.015  0.0259
Si  9.8919  6.4586  7.4734  -0.0153  -0.1115  0.0838
Si  1.1009  9.8011  7.4371  -0.0191  0.0166  0.0165
Si  6.5793  9.9076  7.4575  0.0624  0.0343  0.0714
O  5.5858  5.692  8.5063  -0.0091  -0.0112  0.0057
O  0.0457  0.1002  7.4943  0.006  -0.0239  0.065
O  3.2058  12.6941  8.0772  0.0205  0.032  0.1061
O  5.1434  7.4465  10.6268  -0.025  0.0024  0.0186
O  1.3712  9.6305  25.0353  -0.0033  0.0117  -0.036
O  6.6616  4.2649  24.6928  0.0201  -0.0111  -0.0383
O  7.2428  9.3572  25.0305  -0.0147  0.0279  -0.0394
O  -0.1007  7.0351  21.3487  0.006  0.0026  0.0024
O  7.4005  9.8682  8.8598  -0.0411  0.1006  0.0274
O  0.1016  5.334  7.8633  0.0104  0.0007  0.0467
O  1.2784  9.3783  9.0262  -0.0001  0.0359  -0.0074
O  7.881  4.3042  8.9549  -0.013  0.0265  0.023
O  9.2079  6.6885  8.9663  0.0086  -0.0128  -0.016
O  5.2169  -0.1316  7.7011  0.0009  0.0207  0.0645
O  3.3201  7.2346  8.9013  0.0172  0.0054  0.0041
O  9.0135  1.1367  8.9214  -0.1202  -0.0836  -0.0097
O  5.336  -0.5276  23.7914  0.0004  -0.0044  0.0061
O  8.762  3.3204  23.4943  -0.0197  0.0004  0.0047
O  10.8263  5.816  23.8329  0.0138  0.0134  0.0422
O  4.4121  5.6164  23.9626  -0.0052  -0.0311  -0.0069
O  9.2582  7.2871  25.0284  0.0139  -0.0227  -0.0237
O  3.5073  1.6101  24.008  -0.0284  0.0133  -0.0072
O  3.4887  8.3743  23.9844  -0.0083  0.0315  -0.0102
O  10.1643  -0.015  24.1443  0.0358  0.0068  -0.0161
Si  10.5759  2.2725  13.8108  0.0067  0.0054  -0.0032
Si  2.4761  13.0728  9.4507  0.0964  -0.0338  -0.0055
Si  7.1369  8.0998  14.2238  -0.0109  -0.0039  -0.0009
Si  9.5064  1.5961  20.2886  -0.0027  0.0013  0.0067
Si  2.1772  5.9286  12.3501  0.0047  0.0099  -0.0018
Si  -0.622  4.9147  12.4962  -0.0042  0.0022  -0.0092
Si  9.9421  5.9215  17.9055  -0.0005  0.0039  0.0073
Si  4.3329  -1.5512  22.9974  -0.0009  -0.0085  0.0102
Si  1.198  8.1952  18.1885  0.0014  0.0008  0.001
Si  6.2108  3.5528  15.7105  -0.0066  0.0016  0.0109
Si  5.8398  -2.5971  20.4574  -0.0029  0.0013  0.0199
Si  14.8225  3.8066  11.4288  0.0367  -0.0355  -0.0393
Si  7.7025  0.3911  9.7439  0.0074  0.0287  -0.0665
Si  5.7864  6.0095  10.2553  0.014  0.0134  -0.0057
Si  -0.1053  8.5942  20.8441  0.003  0.0015  0.0129
Si  3.2912  3.2565  20.5967  -0.0007  -0.0023  0.0065
Si  9.0715  3.9528  22.0014  0.0008  0.0023  0.0035
Si  8.5831  5.4963  9.9044  -0.0042  0.0036  -0.0111
Si  7.5997  -0.9793  16.4897  0.0017  0.0002  0.0172
Si  3.6799  -6.7701  14.2811  0.0001  0.0071  -0.0027
Si  8.2462  -1.0301  19.4707  -0.0036  -0.0022  0.0041
Si  8.2721  -0.8895  12.5412  -0.0076  -0.0156  0.0397
Si  1.6523  2.3542  16.0059  0.0252  -0.0028  0.014
Si  11.3031  10.3025  13.1201  0.0075  -0.0009  -0.004
Si  4.916  8.9391  15.8372  -0.0333  0.0005  0.0286
Si  -0.0506  0.0565  22.6782  0.0006  0.0002  0.0165
Si  8.4884  5.4977  15.0927  0.0043  -0.0057  0.0072
Si  1.9618  10.0946  15.7453  0.04  0.0281  0.0272
Si  13.7849  11.9158  22.621  -0.0068  -0.0051  0.0047
Si  1.8457  -0.7717  10.3552  -0.0128  0.0144  -0.0161
Si  0.4031  5.8144  22.3096  0.0021  0.0055  0.0113
Si  3.1708  4.9451  23.0996  -0.0019  0.0103  0.0036
Si  4.1223  7.1243  18.1754  -0.0224  -0.0022  -0.014
Si  0.7638  3.3385  18.8249  0.0004  0.0011  0.0066
Si  18.656  12.1633  14.5997  -0.0041  0.0112  0.0149
Si  -3.3251  5.7009  20.1273  0.0007  0.0029  0.0093
Si  3.5894  -3.0339  10.4173  0.0063  -0.0166  -0.0268
Si  5.3591  -6.7525  18.6196  -0.0051  -0.0064  0.0075
O  8.6762  2.8672  20.8521  0.0249  -0.0004  0.0058
O  8.0318  -2.082  15.3737  -0.0327  0.0122  -0.0027
O  11.2311  9.4997  22.1392  -0.0164  0.0129  -0.0209
O  12.1884  11.9366  22.8991  0.0109  -0.0179  -0.0195
O  4.4138  3.1548  19.4403  -0.0038  0.0296  0.0038
O  1.7605  11.773  10.1161  0.0636  0.0438  -0.0392
O  14.6108  2.5762  10.4397  -0.1157  0.0073  0.0023
O  -5.7944  8.4994  21.9189  0.0012  0.0159  -0.0171
O  5.1604  4.7293  10.9852  -0.0807  -0.0566  0.032
O  9.3531  9.0248  20.2889  0.0067  0.0117  -0.0099
O  7.6827  -6.7237  15.6475  -0.0112  0.0164  -0.0116
O  1.1566  9.6558  14.3944  0.0016  0.0279  0.005
O  1.457  3.3433  8.9969  0.0007  -0.0019  0.0246
O  1.0268  9.8203  11.7084  0.0036  0.0213  0.0038
O  9.59  4.941  11.0309  -0.009  0.0142  0.012
O  -2.3853  0.5757  19.4664  0.0106  -0.0094  0.009
O  6.5049  1.3668  9.9268  0.1943  -0.1339  -0.0638
O  6.7795  -3.9021  20.4621  -0.0077  0.0076  -0.0221
O  5.7818  3.3837  17.2702  0.0012  0.0231  -0.0141
O  3.2932  -0.5407  22.2734  -0.0023  0.0011  0.0081
O  -1.1775  9.8466  13.1955  0.005  0.019  -0.0188
O  8.2529  -1.4562  17.8983  -0.0188  0.0187  0.0051
O  -7.4296  9.6607  15.5634  -0.0169  -0.0279  0.0338
O  3.1529  1.7867  21.2589  -0.0105  0.0199  0.0063
O  -7.5708  -1.4227  10.4611  -0.0121  -0.0075  0.0135
O  6.6715  4.5355  19.5027  -0.0097  0.0263  -0.0053
O  2.7973  14.1942  15.2826  -0.0306  -0.0181  0.0111
O  -3.6164  6.178  10.6616  0.0141  -0.0154  -0.0024
O  10.9089  3.4157  12.6959  -0.0112  0.0105  0.0238
O  8.1496  0.4873  16.0128  -0.0255  -0.0136  -0.0337
O  11.9454  8.8631  19.6739  -0.0169  -0.0193  -0.0112
O  2.9149  5.5532  13.7839  -0.0019  -0.0248  -0.0334
O  9.376  5.1995  13.7722  0.0002  -0.0056  0.0082
O  -2.7731  5.2505  21.6059  0.017  -0.0153  -0.0162
O  1.609  2.769  17.5658  -0.0201  0.001  -0.0292
O  4.5311  5.5658  18.3538  0  0.0151  -0.004
O  11.1651  13.6174  15.2806  0.0239  -0.0156  -0.0199
O  11.3771  0.9861  13.2314  -0.017  -0.0151  0.0232
O  10.7482  2.1261  19.3793  -0.0034  0.0228  0.0026
O  7.5846  -2.3784  12.7224  -0.0036  0.022  0.0354
O  2.0368  5.9242  22.4319  -0.0053  -0.0088  0.0007
O  7.3479  0.1144  13.4719  0.0364  -0.0122  -0.0113
O  10.6533  4.4028  21.7878  -0.0365  0.0006  -0.0079
O  7.3685  6.5333  14.5422  -0.0022  0.02  0.0013
O  5.552  8.4525  14.4163  0.0331  0.0072  0.0273
O  12.2471  -1.572  17.0571  0.0265  -0.0097  -0.0182
O  10.8392  7.2652  17.9502  0.024  0.0046  0.0078
O  -4.5476  2.1307  14.9228  0.0203  0  0.002
O  2.3182  3.9288  24.0931  0.0221  -0.0078  -0.0116
O  8.9739  13.0223  14.0041  0.0066  -0.0152  0.0043
O  -1.5215  -5.0215  16.3598  -0.0026  -0.0123  0.0024
O  8.4457  -0.3298  11.0552  -0.0627  0.0721  -0.053
O  8.7459  6.0423  19.0052  0.0012  -0.0047  -0.0062
O  5.0872  15.452  15.0118  0.0014  -0.0289  0.0003
O  16.8934  9.974  16.5816  -0.0045  -0.0461  -0.0328
O  3.8369  4.2297  21.796  -0.0116  -0.011  -0.0086
O  10.8228  4.6105  18.3197  0.0027  -0.0043  -0.0022
O  6.7675  9.646  20.1241  0.0124  -0.0222  -0.0168
O  11.5069  6.0328  12.5173  0.0132  -0.0241  -0.0033
O  15.6058  8.114  19.3524  0.0075  -0.0168  -0.0147
O  2.5431  4.7341  11.3027  0.022  0.0095  0.0425
O  2.5023  -3.712  18.1652  0.0424  0.0312  -0.0181
O  4.7277  7.6031  16.7496  -0.0209  0.058  0.0183
O  4.0472  14.224  12.9521  -0.0127  0.0529  -0.0697
O  2.6953  7.3022  11.6397  0.0067  -0.0259  0.0047
O  1.8649  3.7628  19.9669  0.0147  -0.0203  -0.0102
O  -0.9962  0.7856  21.6164  0.0171  -0.0047  0.0013
O  12.9016  0.7677  15.9318  -0.0144  -0.0334  -0.0131

Results
free energy: -137522.895 eV
free energy less fixed offsets of O -569.03, Si -635.61 eV per atom: -0.395 eV

The program warned: the cutoff lies below the one the program advises for these potential files; the exchange-correlation potential is rough where the density is thin.
